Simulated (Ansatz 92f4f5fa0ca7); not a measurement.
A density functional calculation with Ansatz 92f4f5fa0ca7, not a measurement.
Periodic cell of 296 atoms, Si152O112H32, with a vacuum gap, from a study of silicon, its oxide and their interface. The atomic structure is a simulated model.

Settings: functional r2SCAN; potential files Ansatz PAW; basis plane waves; wave-function cutoff 800 eV; density cutoff ratio 5; exchange-correlation grid ratio 1; k mesh 1 x 1 x 1, shifted by 0.5 0.5 0 of a step; self-consistency stop 1e-11 eV per atom in the density residual; occupations fixed; spin none; net charge 0; applied field sawtooth along c, amplitude -0.015 V/angstrom in the program's sign convention, ramp centred at 0.9899 of c and 0.0201 of c wide, no dipole correction.

Cell vectors (angstrom)
a 10.888 0 0
b 0 10.888 0
c 0 0 49.6302

Atoms and the computed forces on them: element, x, y, z (angstrom), force x, y, z (eV/angstrom)
Si -0.3097 0.2936 34.6187 0.004 -0.0042 -0.0031
Si 2.8701 2.5129 34.6719 -0.0009 -0.0019 -0.0101
Si -0.2165 5.7416 34.5878 0.0008 0.0035 -0.0111
Si 3.2259 8.0078 34.6344 -0.0011 0.0061 -0.0049
Si 5.2338 0.3188 34.7361 -0.0017 0.0005 -0.0064
Si 8.4946 2.6354 34.5218 -0.0016 0.0019 -0.0025
Si 5.2578 5.6085 34.5403 0 -0.0021 -0.003
Si 8.384 7.9794 34.7125 -0.001 0.0006 -0.0058
Si 1.3104 1.3523 35.9594 0.0033 0.0014 -0.0033
Si 4.0384 4.1404 35.8946 -0.0002 0.0012 -0.0008
Si 1.4599 6.8952 35.7901 -0.0029 0.0003 0.0005
Si 4.214 9.5506 36.0519 -0.0002 0.0002 -0.0033
Si 6.8951 1.4834 35.8664 -0.0027 -0.0005 -0.0001
Si 9.6139 4.1227 35.9316 0.0004 -0.0004 -0.0002
Si 6.8053 6.7613 35.9308 0.0035 0.002 -0.0035
Si 9.4771 9.6185 35.9563 -0.0014 -0.0002 -0.0036
Si 0.0381 2.7664 37.3254 0.0041 -0.0034 -0.0099
Si 2.7024 -0.0221 37.3003 -0.0043 -0.0024 -0.0146
Si 0.0531 8.2221 37.2037 0.0015 0.0072 -0.0136
Si 2.7098 5.5108 37.2532 0.0019 -0.002 -0.0114
Si 5.4593 2.7843 37.2307 -0.0021 0.002 -0.0112
Si 8.1401 0.0765 37.3067 0.0004 -0.0033 -0.0128
Si 5.5387 8.1611 37.3593 -0.0005 0.0026 -0.0133
Si 8.1771 5.4189 37.284 -0.0051 -0.0007 -0.0129
Si 1.3929 4.1359 38.6469 0.0013 0.0059 0.0018
Si 4.1007 1.3839 38.5867 0.0059 -0.0002 0.008
Si 1.3577 9.5227 38.6613 0.0031 -0.002 0.0008
Si 4.0908 6.8214 38.6417 -0.0025 0.0059 0.005
Si 6.801 4.0896 38.6477 0.0042 -0.0008 0.0041
Si 9.5321 1.4032 38.6513 -0.0041 -0.0001 0.0078
Si 6.8495 9.5642 38.6844 -0.0048 0.0023 0.0035
Si 9.566 6.8346 38.5677 0.0049 0.001 0.0094
Si -0.0016 0.0165 39.994 0.0088 -0.0135 0.0168
Si 2.7491 2.7427 39.969 0.0044 -0.0077 0.0216
Si -0.0034 5.4731 39.9793 0.0007 -0.0075 0.0228
Si 2.7211 8.1622 40.0097 -0.0095 0.0041 0.0146
Si 5.4327 0.0162 39.9889 -0.0065 0.0019 0.0187
Si 8.1485 2.7281 40.0098 -0.0033 -0.0037 0.0189
Si 5.4435 5.4508 39.996 -0.0098 0.0025 0.0195
Si 8.2255 8.1816 39.9812 -0.011 0.0093 0.0244
Si 1.3749 1.3783 41.3237 -0.0027 0.0059 0.171
Si 4.0867 4.0829 41.3559 0.0161 0.0218 0.1914
Si 1.3541 6.8034 41.3661 0.0273 0.024 0.1829
Si 4.084 9.5327 41.3464 -0.0002 -0.0084 0.1584
Si 6.7963 1.3564 41.3655 0.0002 0.0014 0.1833
Si 9.5183 4.1024 41.3324 0.0062 0.0022 0.1706
Si 6.8254 6.8196 41.3149 0.0025 -0.0034 0.1781
Si 9.5489 9.5358 41.3666 0.003 0.0125 0.1907
Si -0.0087 2.7261 42.6719 0.0707 0.0318 0.2731
Si 2.7132 -0.0005 42.6876 0.0427 0.0315 0.3075
Si 0.0025 8.1692 42.7275 0.0647 0.0075 0.3027
Si 2.7114 5.4289 42.7149 0.028 0.0464 0.2613
Si 5.4194 2.7058 42.7153 0.1241 0.0708 0.3182
Si 8.1607 -0.0145 42.7167 0.0057 0.0496 0.2643
Si 5.4568 8.1564 42.6804 -0.021 0.1188 0.2685
Si 8.1505 5.4476 42.6875 0.0686 0.0448 0.3067
Si 1.3377 4.0565 6.9336 -0.072 -0.0567 -0.2811
Si 4.0578 1.3313 6.947 -0.0737 -0.0918 -0.2616
Si 1.3795 9.5281 6.9403 0.0064 -0.0087 -0.3035
Si 4.0908 6.8015 6.9191 -0.0445 -0.0037 -0.2832
Si 6.7762 4.0868 6.9109 -0.0579 -0.1005 -0.3834
Si 9.5386 1.3592 6.9201 -0.0225 -0.0133 -0.2794
Si 6.7985 9.4968 6.9393 -0.0809 -0.0376 -0.282
Si 9.5002 6.7996 6.9297 -0.0282 -0.0793 -0.3357
Si 0.0212 0.0013 8.2894 -0.0141 -0.0099 -0.1868
Si 2.6702 2.6705 8.3013 0.0082 0.0057 -0.1837
Si -0.0254 5.4366 8.2677 0.0068 0.006 -0.1676
Si 2.7491 8.1628 8.2912 -0.0258 -0.0174 -0.1799
Si 5.4073 -0.0641 8.2894 -0.0032 -0.0061 -0.1712
Si 8.1263 2.7073 8.2356 -0.021 -0.0307 -0.1845
Si 5.4134 5.4244 8.2916 -0.0199 -0.0128 -0.1826
Si 8.1422 8.1348 8.3165 0.0031 0.0097 -0.1778
Si 1.355 1.3154 9.7319 -0.0077 0.0018 -0.0289
Si 4.0296 4.0425 9.6136 0.0049 0.0069 -0.0132
Si 1.3713 6.7887 9.5978 -0.0048 0.001 -0.0127
Si 4.075 9.4913 9.732 0.01 -0.0009 -0.0287
Si 6.781 1.3101 9.5741 0.0032 0.0098 -0.0127
Si 9.4582 4.0828 9.581 0.0032 0.0051 -0.0202
Si 6.7404 6.7883 9.6809 0.0069 -0.0065 -0.0317
Si 9.562 9.5032 9.6071 0.0031 -0.0006 -0.0136
Si -0.1246 2.7079 10.9343 -0.006 0.0022 -0.0127
Si 2.7406 -0.052 11.1507 -0.0042 -0.0061 -0.0115
Si 0.0791 8.1777 10.9619 -0.008 -0.0068 -0.0041
Si 2.6579 5.3913 10.9752 -0.0053 0.0022 -0.0014
Si 5.379 2.6338 10.9063 0.0077 0.003 -0.0005
Si 8.1637 -0.0399 10.9105 -0.0027 0.001 -0.0061
Si 5.3951 8.1014 11.1305 -0.0067 0.0032 -0.0126
Si 8.1144 5.4134 10.9811 0.0044 -0.009 -0.0131
Si 1.127 4.1224 12.2664 0.001 0.015 0.0043
Si 4.2163 1.2572 12.4626 0.0063 0.0088 0.0093
Si 1.3901 9.47 12.5183 -0.0069 -0.0021 0.0116
Si 3.9792 6.6808 12.4438 -0.0021 -0.0098 0.0126
Si 6.7431 3.956 12.2356 -0.0135 -0.0073 0.0155
Si 9.4399 1.3495 12.3204 0.0002 -0.0103 0.0127
Si 6.8667 9.5075 12.3555 0.0097 0.0078 0.0135
Si 9.5167 6.8393 12.2088 0.0079 0.0074 0.0141
Si -0.2198 -0.1164 13.6541 -0.0036 -0.0007 -0.0177
Si 3.19 2.6227 14.0566 0.006 -0.0002 -0.0144
Si 0.0116 5.6469 13.6204 -0.0033 0.0061 -0.0218
Si 2.3772 7.7261 13.8611 -0.004 -0.0037 -0.022
Si 6.0725 0.4016 13.6055 -0.0061 -0.0054 -0.0094
Si 7.6151 2.2276 13.546 0.0035 0.0064 -0.01
Si 5.1815 5.0145 13.5888 0.0032 -0.0009 -0.0142
Si 8.5704 8.4561 13.5535 -0.0015 0.0017 -0.0194
Si -10.1575 5.9646 31.8036 0.0051 0.0019 -0.0307
Si -10.7671 11.6129 21.3876 0.0023 -0.0035 -0.0231
Si -2.2121 7.3468 20.7265 0.0036 -0.0015 -0.0256
Si -4.4245 -15.5994 22.3406 0.001 0.0004 -0.0194
Si 27.8934 29.0247 27.7685 0.004 -0.0002 -0.0251
Si 8.0682 18.7045 16.4255 -0.0025 -0.0048 -0.0307
Si 10.3887 4.3628 16.4584 -0.0001 -0.0024 -0.0215
Si 3.2642 2.3958 26.713 -0.0018 -0.0049 -0.0254
Si 32.2898 -3.661 23.1626 -0.0002 -0.0023 -0.0273
Si 4.059 4.2009 21.7584 -0.0005 -0.0015 -0.018
Si -4.7843 9.9707 16.4684 -0.0004 0.0012 -0.0223
Si 3.8906 7.746 16.6289 0.0006 -0.0018 -0.0201
Si 5.6808 31.1342 25.5121 -0.0023 -0.0004 -0.0285
Si 7.5669 46.7661 16.6263 0.0009 0.0029 -0.0155
Si 4.8227 0.2036 31.8198 0.0018 0.0033 -0.026
Si 30.3584 26.9641 24.4093 -0.0023 0.0017 -0.0637
Si 28.4936 11.8398 18.6393 -0.0018 0.0035 -0.0206
Si 26.3987 26.4953 28.1268 -0.0037 -0.0023 -0.021
Si 11.3386 33.9616 25.8763 0.0002 0.0017 -0.0232
Si 9.5433 13.1877 23.6274 -0.0003 -0.0031 -0.0244
Si -19.8893 8.7755 27.8672 -0.0027 0.0029 -0.0423
Si 22.2906 -26.5588 28.9024 0.0045 0.004 -0.0172
Si -6.5679 29.9904 23.0936 -0.0035 -0.0028 -0.0171
Si 15.2078 -11.0626 27.7714 -0.0019 0.0021 -0.0227
Si 4.3584 1.9468 23.9228 -0.0036 0.0024 -0.0306
Si 25.9115 34.5031 19.9701 0.0037 -0.0023 -0.0216
Si 7.0615 11.2471 23.4795 0.0013 0.0003 -0.0223
Si -3.2881 29.2864 31.9056 -0.0026 0.0024 -0.0246
Si 13.8645 10.9179 22.3232 -0.0013 0.0015 -0.0199
Si 4.9405 -2.6972 30.6003 0.0025 -0.0001 -0.0313
Si 1.7193 11.5134 18.8482 -0.0018 -0.001 -0.0201
Si 10.2282 21.0733 27.6244 0.0049 0.0041 -0.0284
Si 18.1191 14.4189 29.301 0.0013 0.001 -0.027
Si 19.6567 9.6674 30.2098 -0.004 0.0023 -0.0357
Si -8.55 -2.4684 31.8766 0.0003 -0.0024 -0.0262
Si 24.096 12.8882 31.765 0.0011 0.0008 -0.0279
Si -0.4935 6.8369 18.2042 0 -0.0025 -0.0252
Si 22.3179 9.2358 25.3596 0.0003 -0.0021 -0.0279
Si -4.9354 16.5934 16.3766 -0.0009 -0.0015 -0.0193
Si -8.7883 19.2612 19.122 0.0032 0.0023 -0.0244
Si 8.268 21.1667 20.7666 -0.0001 0.0009 -0.0213
Si 22.2593 -0.2291 31.7206 -0.0015 0.0005 -0.0107
Si 24.3204 4.4509 30.077 0.0044 0.0033 -0.0231
Si 12.037 23.4099 16.0072 -0.002 -0.0012 -0.0215
Si 18.0906 4.5634 32.3323 0.0007 0.0019 -0.0327
Si 8.6861 27.272 27.5772 -0.0028 -0.0021 -0.0214
Si 2.2498 28.4018 21.8022 0.0008 0.0036 -0.0235
Si -4.3386 0.7326 29.7736 -0.0013 -0.0007 -0.0232
O -14.8069 4.03 30.8223 0.0014 0.0061 0.0258
O 11.7679 1.318 31.4658 0.0006 -0.0004 0.0128
O 8.9198 3.995 17.0128 -0.0023 -0.0005 0.0025
O 5.8422 4.8868 33.179 -0.0074 0.0022 0.017
O 14.1604 8.0986 18.0613 -0.0058 0.0023 0.007
O -1.3069 -4.2612 19.5959 -0.0048 0.0011 0.0137
O 5.9311 14.7128 28.3909 0.0029 -0.0031 0.0077
O 16.7097 12.2918 23.4807 -0.001 0.0004 -0.0048
O -6.9585 14.1235 23.047 0.0019 -0.0069 0.0203
O 6.3048 -2.5352 26.6089 0.0011 -0.0094 0.0194
O 9.5947 20.502 14.1326 0.0017 -0.0011 0.0034
O -7.8988 19.789 33.2788 0.0033 -0.0025 0.0184
O -0.3665 34.9245 24.8952 0.0073 -0.0056 0.0056
O 1.6317 9.6676 31.1466 -0.0008 0.0011 0.014
O 4.0893 12.3394 34.5106 0.0008 -0.0003 -0.004
O 30.2185 15.937 26.0265 0.0028 0.0031 0.0059
O 3.1048 1.4726 18.7857 0.0036 0.0025 0.0154
O 11.6253 7.8067 18.5137 0.0034 0.0011 0.0068
O -11.9497 27.9718 24.1843 -0.003 -0.0053 -0.0005
O 16.7178 10.7498 17.8434 0.0001 0.002 0.0132
O 13.7636 -2.8857 15.3953 0.0044 0.0009 0.0136
O 22.2185 13.9405 16.359 -0.0021 0.0009 -0.0021
O 6.2889 15.0842 16.8551 0.0009 -0.0002 0.0013
O 15.07 -6.9862 14.3128 -0.0032 -0.0013 -0.0006
O 7.4743 12.8221 29.2321 0.0002 -0.0006 0.0088
O 2.6635 12.8129 15.4454 -0.0036 -0.0013 0.0032
O 8.1565 7.558 14.8411 -0.0024 0.0011 0.0076
O 1.8149 3.125 13.3767 0.0017 -0.0095 0.0082
O -5.2281 18.474 22.434 0.0004 0.0024 0.0092
O -4.9886 0.0799 15.2167 -0.0033 -0.0064 0.0159
O -11.3726 1.9559 22.2788 -0.0038 0.0035 0.0053
O 45.0886 29.1247 28.576 -0.0024 -0.0065 0.0219
O 0.2851 8.452 23.9879 0.0028 0.0065 0.019
O 0.8892 21.6964 25.1112 -0.0006 -0.0006 -0.0016
O 4.458 6.2229 16.7428 -0.0024 0.0012 0.0091
O -22.5709 9.2373 26.3009 -0.0029 0.001 0.0108
O -4.0888 -0.8103 24.582 -0.0037 -0.0058 0.0167
O 30.7993 9.8171 28.6142 -0.0055 -0.0012 0.0141
O 10.2432 15.8808 14.9677 -0.0003 -0.0029 0.01
O 16.9405 27.5099 14.7636 0.0028 0.0014 0.0136
O -3.3709 17.1884 21.1234 -0.0026 -0.002 0.0109
O 3.7756 9.5191 22.3194 0.0031 -0.0027 -0.0003
O 7.4523 -11.2582 30.5152 0.0014 -0.0024 0.0161
O 20.7003 10.5458 21.1784 0.001 -0.0001 0.0028
O -12.8989 25.5553 23.6458 -0.0002 0.0021 0.0077
O -16.0912 34.3261 19.6248 -0.006 -0.0013 0.0023
O -14.1901 6.6108 28.0038 -0.0009 0.0015 0.0191
O 1.7235 2.1891 26.2981 0.0033 0.0009 0.001
O 11.2143 0.7477 14.9271 0.0044 0.0027 0.0168
O 12.0506 -4.2088 14.1426 0.0021 -0.0013 0.0115
O 8.4725 29.924 30.6899 -0.0031 -0.0058 0.0235
O 29.5307 13.6015 15.106 -0.0022 0.0041 0.0132
O 14.4372 23.0162 27.8127 0.0021 -0.0035 0.02
O 11.619 6.4773 22.2769 -0.005 -0.0002 0.0181
O 13.999 7.1633 23.0547 0.0041 0.0029 0.0127
O 25.7262 37.7246 29.5623 -0.0053 0.0009 0.0181
O 8.0866 -2.124 20.2135 0.0013 -0.0018 0.0152
O 0.6856 23.0267 19.95 -0.0037 0.0007 0.0198
O 29.685 11.2345 19.5259 0.004 -0.0051 0.0114
O 4.0441 25.151 20.3882 0.0036 0.0037 0.0127
O 20.8819 10.3208 30.9936 0.0075 0.0025 0.0231
O 23.521 30.3576 26.2465 0.0056 0.0005 0.0134
O -3.6128 21.4562 22.0216 -0.0056 0.0053 0.0139
O -9.7396 22.5009 17.347 0.0008 -0.0047 0.0222
O 7.8431 19.3074 33.2302 0.0016 0.0035 0.0247
O 5.5174 18.8103 29.1142 -0.0056 0.0042 0.0193
O 8.0198 16.8546 32.189 0.0005 -0.0015 0.0036
O 15.1936 13.2163 25.4796 -0.0056 0.0003 0.0273
O -12.3395 -14.0138 22.098 0.0055 -0.0025 0.0201
O 16.3145 5.0203 21.9502 0.0007 0.0016 0.0078
O 23.181 -17.0346 28.9414 0.0007 -0.001 0.0121
O 25.1162 22.5536 31.9835 -0.0004 0.0002 0.0133
O 13.2057 -29.8158 33.1576 0.0024 0.0019 0.0188
O 16.9031 7.5089 31.5895 0.0053 -0.0029 0.02
O 26.422 19.404 24.6255 0.0037 0.0033 0.0194
O 20.4284 23.2261 34.0589 -0.0029 0.0032 0.0128
O 3.5217 36.5328 27.3163 0.0031 0.0051 0.0222
O 2.7826 26.923 21.5297 0.0008 -0.0002 0.0112
O -10.5612 10.4278 33.3182 -0.0069 0.0011 0.0356
O 14.1466 22.5547 23.7231 0.0028 0.0032 0.0135
O -1.2963 6.9377 34.4027 0.0028 -0.0019 -0.0003
O 9.4837 7.6211 17.1361 0.0042 -0.0023 0.0194
O 13.5903 24.6685 30.4723 0 -0.0063 0.017
O 3.7036 33.5601 21.1902 -0.0025 -0.0043 0.0169
O 10.3738 0.843 27.1241 -0.0025 -0.0057 0.0199
O 21.6708 6.1925 30.4207 0.0005 -0.0007 0.0265
O 15.9986 -2.1552 16.3042 -0.0008 0.0011 -0.0002
O -14.3837 12.8382 17.5871 -0.0043 -0.0092 0.0089
O -3.8504 17.6072 17.0229 0.0009 0.0005 -0.001
O 8.4977 4.2446 28.5939 -0.0032 -0.0051 0.0155
O -5.2123 10.8933 28.6274 0.0094 0.0043 0.0095
O 2.4015 7.6147 20.5232 0.0013 -0.0077 0.0229
O -8.9072 9.9757 19.3059 -0.0016 -0.0003 0.0082
O 0.0496 16.3437 17.5361 -0.0008 0.0067 0.0149
O 18.1241 5.8164 23.7337 0.0063 -0.0036 0.02
O 12.9724 5.1744 31.4373 -0.0034 0.0022 0.0099
O 7.5944 42.0173 16.6023 -0.0011 0.0029 -0.0035
O 16.4658 -0.141 33.2048 0.0039 -0.0006 0.0284
O 16.4943 -9.5634 30.9484 -0.0041 -0.0018 0.0092
O 8.001 3.4242 33.1701 0.0051 -0.0079 0.0167
O -0.69 16.9428 27.8214 0.0089 0.0017 0.0088
O 12.2602 10.8487 22.1066 0.0021 -0.0029 0.0155
O -2.4846 1.1741 23.8384 -0.0001 0.0004 0.0091
O 15.9527 16.962 27.3524 0.0001 -0.0008 0.0162
O -6.0795 -0.4049 26.2551 -0.0059 0.0032 0.0188
O 25.1089 20.3538 28.2031 0.0013 -0.002 0.0195
O 0.7513 9.8301 28.3471 0.0012 -0.0017 -0.0006
O 14.3134 -3.2067 30.9136 -0.005 0.0009 0.0103
O 10.9158 -5.6827 33.0455 -0.0045 -0.0014 0.0258
O 15.6834 -1.1265 30.9212 0 0.0063 0.0041
O 4.2047 6.7905 34.1135 0.001 -0.0004 -0.0005
O 1.1594 7.418 32.3362 -0.0001 0.0014 0.0119
H 0.818 3.543 43.6043 -0.3365 -0.3109 -0.251
H -0.8225 1.8964 43.6043 0.2729 0.2852 -0.2923
H 3.5389 0.8174 43.6201 -0.3387 -0.3226 -0.2482
H 1.8993 -0.8301 43.6201 0.2704 0.3349 -0.2897
H -0.8254 7.3536 43.6599 0.2726 0.2833 -0.264
H 0.8298 8.9856 43.6599 -0.3099 -0.3298 -0.233
H 1.8892 4.6075 43.6473 0.3261 0.3044 -0.2522
H 3.5353 6.2487 43.6473 -0.2856 -0.2718 -0.2456
H 4.6014 1.8801 43.6477 0.3097 0.3342 -0.2639
H 6.2339 3.5348 43.6477 -0.2727 -0.2931 -0.2331
H 7.3433 -0.8406 43.6491 0.3164 0.3143 -0.2559
H 8.9838 0.8061 43.6491 -0.2998 -0.2782 -0.2408
H 4.6316 7.3379 43.6129 0.2928 0.2425 -0.2923
H 6.279 8.9778 43.6129 -0.3254 -0.3261 -0.2506
H 7.3246 4.6298 43.62 0.2668 0.2761 -0.2925
H 8.9716 6.2701 43.62 -0.2986 -0.2882 -0.2528
H 0.511 3.2397 6.0012 0.3366 0.3802 0.2401
H 2.1599 4.8779 6.0012 -0.1925 -0.2871 0.3098
H 3.2321 0.5134 6.0145 0.3621 0.3747 0.2295
H 4.8757 2.157 6.0145 -0.2284 -0.2706 0.3268
H 0.5523 8.7117 6.0079 0.2726 0.2247 0.2892
H 2.1934 10.3577 6.0079 -0.3422 -0.3865 0.2396
H 4.916 7.62 5.9867 -0.2968 -0.3653 0.2595
H 3.267 5.9817 5.9867 0.217 0.2867 0.2757
H 5.9617 3.2578 5.9784 0.2201 0.3406 0.2373
H 7.6021 4.9046 5.9784 -0.3252 -0.2769 0.2772
H 10.3524 2.1889 5.9877 -0.348 -0.3496 0.2573
H 8.7155 0.5386 5.9877 0.3097 0.1991 0.2728
H 5.9763 8.6754 6.0068 0.3935 0.2866 0.2444
H 7.616 10.323 6.0068 -0.2599 -0.2343 0.312
H 10.3281 7.6152 5.9972 -0.3118 -0.1924 0.29
H 8.6791 5.9771 5.9972 0.3192 0.3128 0.2577

Results
free energy: -161612.113 eV
free energy less fixed offsets of H -15.71, O -570.45, Si -639.56 eV per atom: -5.873 eV

The program warned: the cutoff lies below the one the program advises for these potential files; the forces do not sum to zero within the program's tolerance; empty levels may hold ghost states of the PAW files; the exchange-correlation potential is rough where the density is thin.
